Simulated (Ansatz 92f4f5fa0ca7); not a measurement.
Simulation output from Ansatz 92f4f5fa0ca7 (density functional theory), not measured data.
Periodic cell of 234 atoms, Si134O100, from a study of silicon, its oxide and their interface. The atomic structure is a simulated model.

Settings
functional: r2SCAN
potential files: Ansatz norm-conserving
basis: plane waves
wave-function cutoff: 1300 eV
density cutoff ratio: 4
exchange-correlation grid ratio: 1
k mesh: 2 x 2 x 1, shifted by 0.5 0.5 0.5 of a step
self-consistency stop: 5e-08 eV per atom in the density residual
occupations: Fermi-Dirac, 0.05 eV
spin: none
net charge: 0

Cell vectors (angstrom)
a, 11.5403, 0, 0
b, 0, 15.3871, 0
c, -1.6418, 1.5979, 22.6285

Atoms: element, x, y, z (angstrom)
Si, 1.0782, 0.2393, -0.656
Si, 0.8712, 3.4377, -0.5551
Si, 0.3456, 8.0457, -0.542
Si, 0.5258, 11.1833, -0.1666
Si, 4.7499, 0.165, 0.1474
Si, 4.7749, 3.277, 0.0141
Si, 4.3118, 8.1488, -0.4067
Si, 4.5609, 11.2518, -0.3435
Si, 8.3958, -0.3976, -0.1599
Si, 8.4475, 4.2773, -0.6282
Si, 8.37, 7.5035, -0.4302
Si, 8.4743, 11.8841, -0.0124
Si, 2.6262, -0.1743, 1.0813
Si, 2.6542, 3.8349, 0.9512
Si, 2.4083, 7.7412, 0.8864
Si, 2.5899, 11.5787, 0.9362
Si, 6.6805, -0.1945, 1.3752
Si, 6.7235, 3.89, 1.0663
Si, 6.3418, 7.7535, 0.8313
Si, 6.4381, 11.4798, 1.084
Si, 10.5391, -0.057, 0.776
Si, 10.4021, 3.7882, 0.6976
Si, 10.1929, 7.7709, 1.0561
Si, 10.3291, 11.5293, 1.3267
Si, 2.6466, 1.8466, 2.3409
Si, 2.6001, 5.8144, 2.2274
Si, 2.5412, 9.649, 2.3419
Si, 2.6325, 13.3425, 2.4768
Si, 6.6106, 1.8899, 2.4329
Si, 6.4269, 5.8701, 2.2822
Si, 6.4453, 9.5584, 2.381
Si, 6.5065, 13.2772, 2.6008
Si, 10.3878, 1.8687, 2.1812
Si, 10.3334, 5.7341, 2.2085
Si, 10.2425, 9.5949, 2.5514
Si, 10.4517, 13.5168, 2.4611
Si, 0.71, 1.8535, 3.6562
Si, 0.7086, 5.7658, 3.6049
Si, 0.6972, 9.6295, 3.8043
Si, 0.77, 13.3903, 3.8913
Si, 4.5871, 1.8642, 3.7458
Si, 4.4933, 5.7907, 3.6552
Si, 4.4976, 9.5967, 3.7338
Si, 4.5606, 13.3757, 3.8936
Si, 8.5533, 1.8437, 3.7026
Si, 8.3699, 5.8421, 3.6048
Si, 8.3115, 9.5991, 3.8525
Si, 8.4973, 13.3748, 3.8418
Si, 0.7524, -0.0155, 5.1435
Si, 0.7385, 3.8164, 4.898
Si, 0.7046, 7.6655, 5.0399
Si, 0.7981, 11.4606, 5.2922
Si, 4.5897, -0.0268, 5.2004
Si, 4.4727, 3.8282, 5.0225
Si, 4.453, 7.6829, 5.0953
Si, 4.636, 11.4448, 5.2626
Si, 8.543, -0.0585, 5.115
Si, 8.3235, 3.871, 4.8377
Si, 8.3379, 7.6676, 5.1391
Si, 8.4089, 11.4851, 5.2861
Si, 2.6286, -0.0899, 6.5491
Si, 2.5372, 3.7503, 6.4457
Si, 2.5494, 7.6601, 6.4935
Si, 2.779, 11.4559, 6.6993
Si, 6.6215, -0.0168, 6.4377
Si, 6.4522, 3.85, 6.3081
Si, 6.3594, 7.7995, 6.4801
Si, 6.5252, 11.4833, 6.7718
Si, 10.409, -0.0488, 6.5515
Si, 10.2793, 3.8608, 6.0474
Si, 10.3416, 7.6674, 6.4002
Si, 10.3649, 11.4476, 6.6078
Si, 2.53, 1.7939, 7.8975
Si, 2.4432, 5.7136, 7.7798
Si, 2.689, 9.4604, 8.037
Si, 2.8086, 13.4565, 8.0397
Si, 6.6053, 1.9422, 7.7026
Si, 6.3029, 5.8117, 7.5945
Si, 6.438, 9.4695, 8.2553
Si, 6.6403, 13.5907, 7.9371
Si, 10.2657, 2.117, 7.5091
Si, 10.2673, 5.6312, 7.4761
Si, 10.2842, 9.4673, 7.9242
Si, 10.5846, 13.3639, 7.9846
Si, 0.4658, 2.2412, 9.017
Si, 0.4378, 5.2861, 9.0108
Si, 0.6878, 9.8748, 9.1794
Si, 0.9861, 13.0157, 9.4958
Si, 4.6516, 2.2022, 8.9671
Si, 4.4354, 5.2844, 9.0027
Si, 4.4461, 9.071, 9.6856
Si, 4.7801, 13.8073, 9.3664
Si, 8.479, 2.7285, 8.9843
Si, 8.3108, 5.72, 8.6758
Si, 8.483, 8.734, 9.3722
Si, 8.6347, 13.5378, 9.2011
Si, 4.9885, 12.7182, 11.9714
Si, 7.9822, 14.062, 17.6787
Si, 0.3206, 7.7738, 14.1436
Si, 2.9025, 0.9296, 13.7117
Si, 2.8342, 3.472, 15.5171
Si, 4.7903, 17.0691, 20.2929
Si, 5.0198, 9.8573, 12.483
Si, 9.5959, -0.6683, 13.1798
Si, 11.7602, -2.1341, 14.6779
Si, 9.8641, 0.8074, 10.6465
Si, 13.6351, 13.9516, 12.4232
Si, 4.628, -0.7501, 15.4523
Si, 3.758, 6.5891, 11.2923
Si, 7.9995, 9.477, 12.2846
Si, 0.4141, 6.2322, 19.574
Si, -3.0647, 12.9146, 20.2878
Si, -0.4933, 13.8922, 17.5184
Si, 5.2027, 3.2718, 17.6646
Si, 6.8297, 0.3315, 13.7919
Si, 5.1476, 0.9468, 11.4895
Si, 8.0282, 12.4512, 11.8768
Si, -3.2448, 9.9436, 19.7466
Si, 3.3825, 10.3942, 17.4483
Si, -2.4255, 8.2597, 14.9396
Si, 1.6658, 8.9509, 19.447
Si, 6.5766, 1.0868, 16.4571
Si, 3.1909, 6.3832, 14.3656
Si, -0.4931, 10.3715, 15.3783
Si, 5.045, 12.7542, 17.5262
Si, 5.8865, 5.9183, 19.0181
Si, 4.6476, 8.7004, 15.4336
Si, 3.1832, 5.3631, 19.802
Si, 12.2584, 16.2303, 19.1762
Si, 0.694, 7.4525, 11.0961
Si, 7.2013, 8.2599, 17.2902
Si, 1.3047, 19.2274, 18.03
Si, 0.6983, 11.3057, 18.0991
Si, 3.4775, 14.5903, 19.6194
O, -2.0686, 13.6147, 17.1178
O, -0.7331, 6.0175, 20.7065
O, 1.8403, 6.0698, 20.3314
O, 1.0753, 1.8563, -1.0738
O, 0.7135, 9.6407, -0.6867
O, -0.3606, 7.6386, -2.0424
O, -0.1037, 11.8812, -1.544
O, 6.5483, 2.4379, 17.3092
O, 5.0489, 0.1492, -1.467
O, -1.0925, 7.3063, 14.8381
O, 8.4544, 5.9042, -0.8024
O, 12.4415, 17.7613, 18.6045
O, 0.6177, 7.755, 18.9934
O, 3.9725, 7.1825, -1.714
O, 4.4753, 9.7141, -0.976
O, 4.6915, 12.2762, -1.6168
O, 7.7909, 0.4149, -1.4948
O, 6.594, 5.3889, 20.4002
O, 7.9669, 9.3317, 18.2515
O, 8.6155, 8.2192, -1.9124
O, 6.7048, 7.1049, 18.3045
O, 8.4317, 13.411, -0.6464
O, 0.4879, 13.6936, 16.2205
O, -0.1615, 1.1305, 10.0989
O, 4.521, 3.7502, 8.5047
O, 8.8189, 9.2221, 10.9189
O, 0.5567, 3.7616, 9.7117
O, 0.5387, 8.9407, 10.5093
O, 8.1755, 11.0491, 12.685
O, 0.769, 11.4043, 9.8117
O, 1.3621, 13.6268, 11.0121
O, 6.7228, 1.5371, 14.888
O, 5.0128, 2.2669, 10.5765
O, 4.6673, 7.5324, 10.2742
O, 4.1965, 5.1591, 10.6538
O, 4.7783, 12.4693, 10.3689
O, 4.0328, 9.7648, 11.1761
O, 0.0765, 7.5447, 12.5737
O, 6.4315, 9.3109, 11.9052
O, 9.252, 13.3648, 12.3887
O, 1.4976, 19.0852, 16.4235
O, 8.2741, 4.2946, 9.5317
O, 7.7619, 0.1283, 16.9924
O, 2.2448, 7.0397, 11.0421
O, 8.4206, 7.0775, 9.6234
O, 8.2872, 12.3095, 10.275
O, 11.0372, -3.5818, 14.6447
O, 4.8601, 15.1312, 10.4032
O, 2.15, 15.4289, 19.1364
O, 11.2705, 15.3598, 18.1875
O, 4.7946, 11.1579, 17.7833
O, 4.9284, 11.4087, 12.9145
O, 5.7318, 4.7739, 17.8821
O, 4.6137, 1.7434, 0.539
O, 2.7416, 19.7789, 18.5738
O, 0.0166, 12.7102, 18.5309
O, 0.5149, 9.3422, 14.5939
O, 4.1112, 7.16, 15.4672
O, 9.0818, -0.4497, 9.9602
O, 4.3476, 6.3983, 19.3413
O, 4.4413, 13.1487, 16.049
O, 8.8516, 2.0542, 10.4359
O, 10.8068, -0.9442, 14.1782
O, 6.5873, 0.7614, 12.245
O, 8.3561, 8.439, 13.4982
O, 6.5712, 13.1862, 12.1095
O, 10.034, 0.5422, 12.2248
O, 0.2539, 5.0445, 18.43
O, 3.6636, 4.555, 21.0984
O, 6.6614, 13.0871, 17.4469
O, 4.8132, 9.0502, 13.8652
O, 8.2997, -0.2597, 14.0349
O, -3.4072, 14.1424, 19.2806
O, -0.0395, 6.2968, 10.235
O, 5.181, 0.2459, 16.6231
O, 3.908, 6.5766, 12.9102
O, 4.7831, 15.5423, 19.7651
O, 4.6418, 2.6849, 19.0512
O, 5.7429, -0.7976, 14.2684
O, 3.7142, 13.6495, 12.4231
O, 4.1272, 3.1106, 16.4407
O, 1.8224, 0.154, 12.776
O, 4.0808, 13.4837, 18.6005
O, -1.9925, 9.7747, 15.3363
O, 2.2028, 11.513, 17.4929
O, 8.2117, 7.6641, 16.1477
O, -2.8481, 11.5102, 19.4899
O, -0.1371, 10.5415, 16.94
O, 4.1567, 1.2022, 12.7431
O, 1.6625, 6.9438, 14.5197
O, 3.2458, -0.1325, 14.9065
O, 2.9387, 9.1606, 18.423
O, 3.1686, 4.8079, 14.6824
O, 3.5317, 9.7423, 15.9741
O, 5.9515, 8.8381, 16.3989
O, 13.0373, 13.1127, 13.6918
O, -4.3376, 12.6017, 21.2668
O, 0.7856, 10.3283, 19.3878
O, 11.533, 16.3768, 20.6413
O, 2.4691, 2.3106, 14.4308

Results
free energy: -62188.616 eV
free energy less fixed offsets of O -463.61, Si -117.95 eV per atom: -22.316 eV
pressure: -1.32 GPa
stress xx, yy, zz, yz, xz, xy (GPa, positive in tension): 1.15, 0.67, 2.13, 0.04, 0.02, 0.26

Forces (eV/angstrom), in the order of the atoms: element, x, y, z
Si, 0.3478, -0.0778, -0.0956
Si, 0.2076, 0.1553, -0.3453
Si, -0.2014, 0.4608, -0.2802
Si, -0.1521, 0.0539, -0.7601
Si, 0.1629, 0.1137, -0.1872
Si, 0.2056, -0.4391, -0.0122
Si, -0.1061, -0.0004, -0.4131
Si, -0.0695, 0.0405, -0.6244
Si, -0.2889, -0.335, -0.7355
Si, -0.3848, 0.0749, -0.4172
Si, 0.0556, -0.1124, -0.3953
Si, 0.0209, 0.0839, -0.871
Si, 0.1947, 0.1695, -0.1555
Si, 0.129, -0.1759, -0.2063
Si, 0.0252, -0.0029, -0.3463
Si, -0.0062, -0.232, -0.0892
Si, -0.23, 0.1681, -0.1515
Si, 0.059, -0.0796, -0.2281
Si, 0.0467, -0.0305, -0.3493
Si, 0.0781, 0.0741, -0.2397
Si, -0.0573, 0.0625, -0.2638
Si, -0.046, -0.0689, -0.0186
Si, -0.038, 0.024, -0.299
Si, -0.0276, -0.0043, -0.0085
Si, 0.1513, 0.0229, 0.1326
Si, -0.0013, 0.0072, -0.1175
Si, -0.1957, -0.0504, -0.1268
Si, 0.0573, 0.0952, -0.0351
Si, 0.0722, -0.0634, 0.3405
Si, 0.1481, -0.0522, -0.0161
Si, 0.0269, -0.1166, 0.1333
Si, 0.0487, 0.0707, 0.172
Si, 0.0264, 0.0777, -0.1531
Si, -0.074, -0.0419, -0.0001
Si, 0.0019, -0.0814, 0.1953
Si, 0.0441, 0.0154, -0.0029
Si, 0.222, -0.0099, -0.1852
Si, 0.0453, 0.0097, -0.0319
Si, 0.1618, 0.0573, -0.0869
Si, -0.138, 0.0625, 0.1003
Si, -0.1397, 0.0925, -0.2368
Si, 0.0107, -0.1441, 0.1485
Si, -0.1052, -0.004, -0.006
Si, 0.0565, 0.0509, 0.1191
Si, -0.2372, 0.0308, -0.2785
Si, 0.015, -0.0157, -0.2044
Si, 0.0188, -0.0464, -0.0037
Si, -0.0919, -0.0732, 0.0048
Si, -0.0278, -0.0025, -0.0895
Si, 0.0552, -0.0299, 0.1572
Si, -0.0829, -0.0131, -0.0228
Si, -0.1512, -0.0479, 0.1063
Si, 0.0753, 0.0611, -0.159
Si, 0.0035, -0.1107, 0.1395
Si, 0.1276, 0.1117, -0.1074
Si, -0.1008, 0.0263, 0.0207
Si, -0.0868, -0.0183, -0.0267
Si, -0.0348, -0.1031, 0.256
Si, 0.076, 0.0694, 0.1026
Si, 0.2122, 0.138, 0.0148
Si, 0.0303, 0.0332, 0.0407
Si, 0.0798, 0.0303, -0.2711
Si, -0.031, -0.0652, 0.0482
Si, 0.0643, -0.0955, 0.0279
Si, -0.0361, 0.1399, -0.0875
Si, -0.136, -0.0382, -0.4792
Si, -0.0194, 0.0679, -0.0741
Si, -0.078, -0.0965, 0.1646
Si, -0.0512, -0.23, 0.1978
Si, 0.0137, 0.1364, -0.3196
Si, 0.1155, 0.2056, -0.1419
Si, 0.0119, -0.1309, 0.011
Si, 0.0379, 0.1523, 0.4459
Si, 0.0295, -0.0641, 0.5275
Si, -0.0343, 0.1618, 0.0917
Si, -0.0607, 0.0483, 0.0123
Si, 0.1203, 0.0406, 0.3766
Si, -0.0843, -0.2267, 0.5299
Si, 0.0998, 0.0418, 0.0246
Si, 0.0501, -0.035, 0.0544
Si, -0.0782, 0.0995, 0.1893
Si, 0.1484, -0.0556, 0.1927
Si, 0.058, 0.0234, 0.1016
Si, 0.0022, 0.1453, 0.046
Si, -0.2006, 0.0468, 0.3582
Si, -0.1569, -0.0719, 0.5986
Si, -0.1363, -0.0666, 0.5406
Si, 0.1427, -0.3284, 0.491
Si, 0.0123, 0.2706, -0.3603
Si, -0.1499, 0.0706, -0.448
Si, -0.1373, 0.3129, 0.3613
Si, 0.0836, -0.3084, 0.2041
Si, -0.1982, 0.1154, 0.6967
Si, -0.0654, -0.0086, 0.6853
Si, 0.1953, -0.354, 0.501
Si, 0.1984, 0.063, 0.2423
Si, -0.004, 0.0281, 0.5343
Si, 0.0323, -0.0228, -0.3644
Si, 0.0292, 0.0744, 0.3648
Si, -0.1911, -0.027, 0.4992
Si, -0.1249, -0.0455, -0.1933
Si, -0.1054, 0.0755, -0.0818
Si, 0.0337, -0.0692, 0.4431
Si, -0.023, 0.028, 0.565
Si, -0.0826, -0.0761, 0.2244
Si, -0.1163, 0.1036, 0.2942
Si, -0.1488, 0.1073, 0.6207
Si, -0.2293, -0.1755, -0.0156
Si, 0.0687, -0.1815, 0.4437
Si, -0.1089, -0.1097, 0.3644
Si, 0.0945, -0.1219, -0.3944
Si, -0.0676, 0.2825, -0.1129
Si, 0.0267, -0.0347, -0.229
Si, 0.0853, 0.0134, -0.3959
Si, 0.0525, -0.1104, 0.2629
Si, 0.1075, 0.215, 0.4697
Si, 0.1581, 0.1844, 0.3994
Si, -0.0833, -0.0357, -0.2703
Si, 0.1221, 0.0929, -0.2008
Si, 0.0224, -0.026, 0.2423
Si, 0.1636, 0.3685, -0.4486
Si, 0.1405, 0.1369, 0.0561
Si, 0.0063, -0.0881, 0.4978
Si, -0.0441, 0.244, -0.0656
Si, 0.0702, -0.232, -0.3442
Si, -0.0162, 0.2287, -0.3296
Si, -0.1666, -0.0487, 0.2058
Si, 0.1333, -0.098, -0.4245
Si, -0.1152, 0.0467, -0.5561
Si, -0.262, 0.1311, 0.0212
Si, -0.0693, -0.1758, -0.2401
Si, -0.1131, -0.1056, -0.2831
Si, -0.0249, 0.1417, -0.2865
Si, 0.1035, -0.1994, -0.278
O, -0.0003, 0.0857, 0.2592
O, 0.0526, -0.2973, 0.3672
O, -0.0451, -0.0748, -0.0744
O, -0.2869, -0.0614, 0.3035
O, -0.2144, -0.1263, 0.2137
O, 0.4962, 0.1419, 0.6125
O, 0.025, -0.2556, 0.3102
O, -0.342, -0.1164, -0.0188
O, -0.0226, -0.0616, 0.2785
O, 0.0729, 0.3479, -0.1751
O, -0.0634, -0.0241, 0.1968
O, 0.0676, -0.0977, 0.2038
O, 0.0573, -0.1438, 0.3527
O, 0.1054, 0.2424, 0.1646
O, 0.0128, -0.1077, 0.6293
O, 0.0252, -0.1646, 0.2399
O, 0.1086, -0.2166, 0.3322
O, 0.0414, 0.1414, 0.6404
O, 0.0806, 0.1106, 0.5901
O, 0.0842, -0.1765, 0.4101
O, -0.0587, -0.0323, 0.1285
O, 0.0091, -0.0223, 0.6692
O, -0.1605, -0.0862, 0.0283
O, -0.0189, 0.1518, -0.2087
O, 0.0646, -0.0435, 0.7
O, -0.1421, -0.0193, -0.396
O, -0.0402, 0.0168, -0.7629
O, 0.1093, -0.1971, -0.1917
O, -0.1398, -0.0951, -0.3317
O, 0.0901, 0.1544, -0.5802
O, -0.2402, -0.1281, -0.5847
O, -0.0972, -0.4675, 0.0434
O, -0.0473, -0.2924, -0.4174
O, -0.1827, 0.0532, 0.0316
O, -0.0719, 0.4412, -0.3724
O, 0.0182, 0.4542, -0.0443
O, 0.2646, -0.3501, -0.5503
O, 0.1972, -0.0126, -0.2879
O, 0.0006, 0.1548, 0.0072
O, -0.2127, 0.0168, -0.0788
O, 0.2219, 0.0105, 0.2532
O, 0.1248, -0.2485, -0.8067
O, -0.2412, -0.1601, 0.1084
O, 0.0921, -0.0055, 0.0298
O, 0.0387, 0.5695, -0.531
O, 0.0505, 0.3044, -0.173
O, 0.1601, 0.0259, 0.1054
O, -0.0795, -0.4695, -0.2362
O, 0.0316, -0.0233, 0.2289
O, 0.1477, -0.0382, 0.2939
O, -0.2536, 0.1295, 0.0091
O, 0.1018, -0.0221, -0.4472
O, -0.078, 0.0071, 0.3439
O, -0.045, 0.2154, -0.3072
O, -0.0033, 0.2123, 0.3721
O, 0.0375, -0.0785, -0.0601
O, -0.2482, -0.2793, -0.0087
O, -0.0969, 0.1397, -0.3188
O, -0.0862, -0.1323, 0.1088
O, -0.019, -0.395, 0.2314
O, 0.1871, 0.2791, 0.2644
O, 0.2124, -0.2625, -0.3076
O, -0.0805, -0.1143, -0.2762
O, -0.2685, -0.0538, -0.1845
O, 0.0793, 0.2916, -0.2375
O, -0.0462, -0.2513, -0.1604
O, -0.1109, -0.1475, -0.4536
O, 0.2152, 0.2811, 0.4679
O, -0.2296, 0.3752, 0.2774
O, -0.0121, 0.2218, 0.1464
O, 0.0325, 0.1025, -0.3572
O, -0.0126, -0.0312, -0.3914
O, 0.0707, -0.3259, 0.1791
O, 0.2845, 0.0171, -0.1876
O, 0.1983, 0.0237, -0.1775
O, -0.0907, 0.0604, -0.5225
O, -0.0963, 0.1961, 0.1846
O, 0.083, -0.1804, 0.2203
O, 0.0432, 0.3006, -0.0082
O, 0.0438, -0.0914, -0.2502
O, 0.0522, 0.0526, 0.2193
O, 0.2764, -0.2825, -0.1886
O, -0.1105, 0.2396, 0.2149
O, 0.1568, -0.3073, -0.129
O, -0.1364, -0.2761, 0.2302
O, -0.0666, 0.2567, -0.0073
O, -0.0771, -0.0527, 0.2385
O, 0.1524, 0.0965, 0.0998
O, 0.1473, -0.1661, -0.3117
O, 0.0691, 0.0627, -0.2228
O, 0.2071, 0.188, -0.2813
O, -0.3643, 0.0412, 0.2693
O, -0.0053, 0.1506, -0.0024
O, 0.1471, -0.085, 0.1768
O, 0.0736, -0.0997, 0.0297
O, 0.0258, 0.2244, -0.3523
O, 0.1368, 0.2159, 0.1919
O, 0.1408, -0.2155, 0.0353
O, -0.2868, 0.3387, 0.3865
O, 0.2005, -0.1183, 0.0034
